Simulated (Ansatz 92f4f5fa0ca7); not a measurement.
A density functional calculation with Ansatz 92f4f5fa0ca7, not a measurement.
Periodic cell of 223 atoms, Si132O90B1, from a study of silicon, its oxide and their interface. The atomic structure is a simulated model.
Doubt: the cutoff is far below the 930 eV that the study's wrapper takes by default for these files, so forces and energies are approximate.

Settings: functional PBE; potential files Ansatz PAW; basis plane waves; wave-function cutoff 580 eV; density cutoff ratio 5; exchange-correlation grid ratio 1; k mesh 1 x 1 x 1, Gamma-centred; self-consistency stop 5e-08 eV per atom in the density residual; occupations fixed; spin none; net charge -1 e, with a uniform compensating background and no finite-size correction.

Cell vectors (angstrom)
a  10.938  0  0
b  0  10.938  0
c  0  0  32.1988

Atoms and the computed forces on them: element, x, y, z (angstrom), force x, y, z (eV/angstrom)
Si  10.5888  0.2252  24.8772  -0.005  0.0052  -0.0219
Si  5.7395  10.6833  24.7503  -0.0075  0.0043  0.0114
Si  2.4851  2.9173  24.6463  0.0006  -0.0053  -0.0054
Si  8.4239  2.4715  24.842  -0.0022  0.0031  0.0223
Si  0.2785  5.1702  24.7666  -0.0136  0.0085  0.0127
Si  5.157  5.7519  24.6889  0.0181  -0.0015  0.0005
Si  2.9334  8.0112  24.6059  -0.0056  0.0219  -0.0174
Si  7.9432  8.4359  24.7385  -0.0023  -0.003  -0.0048
Si  1.3354  1.3829  26.0433  -0.0074  -0.0001  0.0184
Si  6.8454  1.3106  26.1344  0.0112  -0.0041  0.0048
Si  4.0491  4.1082  25.9935  0.0033  -0.0022  0.0082
Si  9.611  4.0639  26.0995  0.009  -0.0077  0.0058
Si  1.4026  6.8284  26.0132  -0.002  -0.0103  0.0012
Si  6.7695  6.8533  26.0319  -0.0013  -0.0029  0.0131
Si  4.1047  9.5358  26.008  0.0102  -0.0009  0.0073
Si  9.4677  9.567  26.1571  0.0031  0.0051  0.0141
Si  2.7301  -0.0073  27.3587  -0.0002  -0.0004  0.0325
Si  8.1623  -0.0229  27.5754  0.0133  0.0182  -0.0753
Si  0.0152  2.7165  27.504  -0.0112  -0.0149  -0.0646
Si  5.4403  2.7454  27.379  0.002  0.0029  0.0282
Si  2.7339  5.4663  27.4442  -0.0033  -0.0079  -0.0218
Si  8.1866  5.4732  27.3686  -0.0061  0.0083  0.0281
Si  -0.0043  8.1809  27.3874  0.0003  0.0071  0.0275
Si  5.443  8.1988  27.4638  0.0138  0.0087  -0.0396
Si  4.0823  1.3656  28.765  -0.0099  0.0031  -0.0285
Si  9.5815  1.3519  28.8598  0.0129  -0.005  0.0603
Si  1.3711  4.1049  28.8292  0.0117  0.0283  0.0452
Si  6.8308  4.1017  28.7613  -0.0052  0.0023  -0.0276
Si  4.1025  6.8169  28.822  0.002  -0.0083  0.0394
Si  9.558  6.8246  28.7709  0.0005  -0.013  -0.0256
Si  1.3672  9.565  28.7567  0.011  -0.0045  -0.0301
Si  6.7921  9.544  28.8762  -0.0429  -0.0241  0.0651
Si  0.0235  -0.0264  30.1876  -0.0087  0.0092  -0.0073
Si  5.4297  0.0104  30.1857  0.0193  -0.013  -0.0087
Si  2.7393  2.7261  30.1784  0.0078  -0.0109  0.0003
Si  8.1953  2.7453  30.164  0.0015  0.0013  -0.0022
Si  -0.0173  5.4668  30.1658  -0.0004  -0.0041  -0.0053
Si  5.4853  5.4544  30.1779  0.0006  0.0045  -0.004
Si  2.7253  8.2065  30.1515  -0.0056  -0.0011  0
Si  8.2081  8.1755  30.1889  -0.0061  0.0092  -0.0033
Si  1.3808  1.3532  31.5608  -0.0147  0.0035  0.0021
Si  6.8299  1.3748  31.5267  0.006  -0.0052  -0.0041
Si  4.1176  4.0869  31.549  -0.0011  0.0121  -0.0028
Si  9.5656  4.0982  31.5453  0.0037  -0.0063  0.0005
Si  1.3599  6.8404  31.5156  0.0177  -0.006  -0.0034
Si  6.8515  6.8113  31.5694  -0.0082  -0.0026  -0.0001
Si  4.0792  9.5666  31.5496  -0.0001  -0.0091  -0.002
Si  9.5841  9.5483  31.5516  0.0098  0.0077  -0.0016
Si  2.7416  -0.01  0.748  0.0083  0.0176  -0.0091
Si  8.2035  0.005  0.6905  -0.0239  -0.012  0.0085
Si  -0.0029  2.7283  0.7208  0.0164  -0.0006  -0.0071
Si  5.4887  2.7257  0.7276  -0.0061  -0.013  -0.0001
Si  2.7409  5.4877  0.6885  -0.0099  0.0036  0.0129
Si  8.2199  5.4451  0.7492  -0.0036  0.0086  -0.0049
Si  0.02  8.1819  0.7219  -0.0073  -0.005  0.0032
Si  5.4693  8.2042  0.7156  0.017  0.0002  -0.0032
Si  4.1347  1.3583  2.1015  -0.0119  -0.0228  0.0178
Si  9.563  1.3476  2.0863  0.0317  0.0314  -0.0065
Si  1.3793  4.1249  2.0581  0.0048  -0.0183  0.0294
Si  6.8533  4.0714  2.1164  0.0276  0.0328  -0.0036
Si  4.1149  6.8286  2.0924  -0.0202  0.0062  -0.0116
Si  9.5964  6.8246  2.0989  -0.0086  -0.0149  0.0197
Si  1.3864  9.5376  2.1005  -0.01  0.007  -0.0053
Si  6.8351  9.5929  2.0725  -0.0052  -0.0095  0.0188
Si  -0.0042  -0.0378  3.4258  -0.0614  -0.0581  -0.077
Si  5.495  0.0007  3.5114  0.0299  0.0139  0.032
Si  2.7739  2.7741  3.4072  0.0285  0.0879  -0.0962
Si  8.2064  2.693  3.502  -0.0864  -0.0614  0.0378
Si  0.0307  5.4629  3.4826  0.0308  0.0141  0.0155
Si  5.4901  5.4602  3.4579  0.0011  -0.0103  -0.0825
Si  2.7754  8.2022  3.495  0.0516  -0.0001  0.0353
Si  8.2087  8.2199  3.4106  0.0203  0.0375  -0.0949
Si  1.391  1.3775  4.6655  0.0179  0.0254  0.0561
Si  6.8459  1.3409  4.9551  0.0028  -0.0047  -0.0303
Si  4.1476  4.094  4.8405  -0.0475  -0.028  0.0493
Si  9.581  4.0733  4.8283  0.1054  0.0561  -0.0145
Si  1.426  6.8279  4.8633  -0.0355  -0.0557  0.0142
Si  6.8577  6.8693  4.7703  -0.0361  -0.0191  -0.0164
Si  4.1486  9.5722  4.9087  -0.007  0.0044  -0.0685
Si  9.5576  9.5427  4.8131  0.0298  -0.0185  0.0521
Si  2.7439  0.1173  6.1119  0.0265  -0.0421  0.0095
Si  8.2159  -0.078  6.3002  -0.0404  0.0537  -0.1257
Si  0.0592  2.6675  6.0922  -0.1416  -0.065  -0.1149
Si  5.4672  2.7339  6.3239  0.053  -0.0031  -0.086
Si  2.8083  5.466  6.2386  0  0.0826  -0.1323
Si  8.2181  5.5077  6.118  -0.0949  -0.0921  -0.0684
Si  0.0006  8.173  6.1778  0.0368  0.0356  -0.1252
Si  5.5567  8.1884  6.2631  -0.0018  0.0591  -0.0116
Si  3.8096  1.6171  7.6366  -0.023  -0.0009  0.1547
Si  9.8486  1.1298  7.4736  0.038  -0.0395  0.1395
Si  1.5818  3.8396  7.3928  0.1026  0.1092  0.3817
Si  6.6633  4.4188  7.4969  0.0317  -0.0086  0.1554
Si  4.4112  6.6182  7.5751  -0.0414  -0.0753  0.1896
Si  9.4449  6.9247  7.5175  -0.0547  0.3801  0.6694
Si  1.1359  9.8877  7.3161  -0.0713  -0.0473  0.0812
Si  7.1925  9.1955  7.6843  0.2234  -0.1692  0.3642
O  8.3852  8.1148  8.0389  0.0777  -0.3326  -0.4188
O  2.7103  2.7829  8.0317  -0.1219  0.0454  -0.1459
O  9.5199  1.3543  24.2919  0.0085  -0.0075  -0.0399
O  4.0503  6.8683  24.1259  -0.0013  -0.0026  -0.0146
O  0.0191  -0.0045  7.9787  0.0405  0.0607  -0.0434
O  5.5275  5.4879  8.072  0.0194  0.0498  -0.0996
O  6.8531  9.5735  24.209  0.0021  -0.0055  -0.0316
O  1.3693  4.059  24.1769  0.0085  0.0004  -0.0285
O  3.8621  7.3777  8.947  0.0287  -0.0252  -0.0515
O  0.6677  4.4413  8.5602  -0.0133  -0.0242  -0.0532
O  9.9816  6.1875  8.8537  -0.0568  0.0107  -0.1583
O  2.0598  9.2793  8.5124  0.0028  0.0173  -0.0129
O  7.5237  3.9125  8.8125  -0.0477  0.0339  -0.042
O  4.2675  0.9419  9.0845  -0.0116  0.0073  -0.061
O  6.6856  9.5752  9.2119  0.0291  -0.0288  -0.1253
O  9.2065  1.827  8.8234  0.0241  -0.0249  -0.0408
O  7.7133  3.1587  23.5307  0.0153  -0.0135  -0.0035
O  10.502  5.8535  23.458  0.0145  -0.0173  -0.0093
O  5.0943  0.4404  23.4083  0.0149  -0.016  -0.0019
O  5.8714  5.0983  23.3541  -0.0196  0.019  -0.0036
O  3.1131  2.2131  23.2762  -0.0195  0.0155  0.0044
O  2.2893  8.7345  23.2406  0.027  -0.0232  0.0029
O  8.618  7.753  23.3931  -0.0161  0.0172  0.0091
O  0.221  10.3501  23.5842  -0.0079  0.0104  0.0234
Si  4.3986  1.5749  22.4705  0.007  -0.0031  0.0196
Si  3.4533  7.9532  13.9889  0.0037  0.0073  -0.0201
Si  7.1099  0.9605  14.6428  -0.011  -0.0093  -0.0207
Si  0.9411  9.3677  22.5248  -0.0105  0.0087  0.0268
Si  1.119  4.3534  11.6528  0.0131  -0.0085  -0.0178
Si  6.2292  8.9626  15.2987  0.0065  -0.0012  -0.0262
Si  0.7041  1.376  12.1675  -0.0093  -0.008  -0.031
Si  8.6437  4.9536  20.4933  0.005  -0.0019  0.0065
B  0.3727  5.6928  9.2666  -0.0208  0.0296  -0.0279
Si  5.0985  3.1316  17.9274  0.001  0.0042  0.0023
Si  0.8833  3.7851  16.6644  0.0032  0.0082  -0.0239
Si  10.4097  2.8476  19.1787  0  0.0006  0.0008
Si  5.276  1.189  10.364  -0.0025  -0.0078  -0.0029
Si  0.8914  0.181  19.8377  -0.0065  0.0025  0.0047
Si  6.6112  9.4629  10.8464  0.0273  -0.0152  0.0166
Si  9.3488  9.6834  18.3068  -0.0007  -0.0068  -0.0029
Si  9.3489  9.2558  12.5547  -0.0093  -0.0121  -0.0566
Si  6.5853  3.8506  22.5855  0.0063  -0.0073  0.0291
Si  2.3433  7.9017  9.3421  -0.0295  0.0112  0.02
Si  10.5963  7.3829  17.0469  -0.0026  0.0024  -0.0054
Si  2.5162  6.3076  16.5488  -0.0087  0.0073  -0.002
Si  10.1682  4.5206  14.0843  -0.0213  0.0091  -0.0215
Si  6.1415  9.1807  18.4965  0.0068  -0.0048  0.0036
Si  7.9847  2.5706  9.6013  -0.033  -0.0019  -0.0007
Si  8.9005  2.127  12.4566  0.0079  -0.0046  -0.0132
Si  5.3381  6.2449  18.043  0.0004  -0.0035  0.0077
Si  3.9353  0.5582  19.4643  0.0054  -0.0006  -0.0065
Si  4.2323  3.8434  12.032  0.0033  0.011  -0.0602
Si  5.5027  6.6051  12.109  0.0019  0.002  -0.0413
Si  8.0172  2.4993  17.2051  -0.0043  0.0069  -0.0153
Si  4.3543  2.5  14.9426  0.0081  -0.0191  -0.0173
Si  1.5441  1.236  15.161  0.0094  -0.0031  -0.0236
Si  1.532  9.3862  11.971  -0.0285  0.0069  -0.0215
Si  8.0062  6.851  13.839  0.0053  0.0001  -0.0243
Si  10.3689  9.858  15.4518  -0.0066  -0.0069  -0.0147
Si  9.8116  7.015  22.5562  0.0074  -0.0009  0.0235
Si  8.1242  5.4857  17.3923  0.0028  0.0017  -0.0155
O  6.0206  7.9588  11.2718  -0.0058  0.0161  0.0119
O  5.9934  9.1973  16.8851  -0.0017  0.0008  0.0115
O  7.6967  1.3258  13.178  -0.0006  0.0018  0.0201
O  1.0088  1.7633  13.7284  -0.0006  -0.003  0.0086
O  9.4157  6.2893  16.8528  -0.0053  0.0003  0.0036
O  6.7077  6.2102  13.1246  -0.0121  -0.0029  0.0106
O  5.1119  4.6683  18.6028  -0.0025  -0.0004  -0.0056
O  9.2218  2.1301  18.2689  0.0122  0.0011  0.0017
O  2.3792  0.0914  19.0828  -0.0019  0.001  -0.0046
O  9.426  10.2497  16.7567  -0.0015  0.0023  0.0086
O  2.7532  4.3914  11.6595  -0.0095  0.0012  0.0177
O  5.0768  10.3199  19.1081  -0.0067  0.0093  -0.0046
O  9.4221  3.1834  13.5565  0.0086  0.0023  0.0139
O  0.4758  1.7768  19.9165  -0.0001  -0.0013  -0.009
O  3.1716  1.3583  15.0789  -0.0006  0.0152  0.0045
O  8.1765  5.3961  19.0122  0.0032  -0.0047  0.0164
O  3.9038  6.6216  17.3565  0.0004  -0.0004  -0.0038
O  4.581  3.2859  16.3756  0.0038  0.0011  0.005
O  9.0058  5.6499  14.2635  0.0059  -0.0092  0.0085
O  5.4635  2.7627  22.1405  -0.0015  0.0001  -0.0192
O  10.7495  4.299  15.5821  0.006  -0.0072  0.0056
O  0.317  3.8637  18.201  -0.0057  -0.0042  0.0043
O  10.4273  10.5149  19.2223  0.0104  0.008  -0.0007
O  9.5819  10.0286  14.0252  0.0083  0.0047  0.0143
O  10.9068  8.1295  22.0974  0.0021  -0.0003  -0.0208
O  1.136  2.2014  16.4065  -0.0045  0.0032  0.005
O  9.7565  3.7589  20.3752  -0.0065  0.0083  -0.0089
O  8.1965  4.0269  16.6819  -0.0013  -0.0025  0.0091
O  -0.0888  9.1229  11.9091  0.0214  0.0025  0.0213
O  6.5917  2.4488  18.0022  -0.0026  0.001  -0.0009
O  5.5535  10.7149  11.2043  0.0055  -0.001  -0.0043
O  7.755  9.5883  18.8202  -0.0058  0.0016  -0.0077
O  10.0425  1.0082  12.0523  -0.0002  0.0145  0.0193
O  1.3547  6.7357  8.9031  0.0202  0.0056  0.0029
O  0.5188  4.7952  13.1327  -0.0027  -0.0097  0.0205
O  5.7165  7.6161  18.9675  -0.0006  0.0074  -0.0084
O  5.1978  5.0893  11.5025  -0.0056  -0.0091  0.02
O  2.6839  7.014  15.0929  -0.0013  -0.007  0.007
O  0.8591  2.746  11.3153  -0.0041  0.0007  0.0156
O  0.8363  10.7248  15.471  -0.0015  0.0007  0.0031
O  2.2827  8.4452  10.8846  0.0074  -0.028  -0.0306
O  4.6933  2.4271  11.2964  0.008  -0.02  0.0099
O  4.2109  3.5392  13.6757  0.0045  -0.011  0.0314
O  2.2372  4.6922  16.4882  -0.0025  -0.0062  0.0033
O  10.7173  8.276  15.6794  0.0018  0.0024  0.0044
O  6.883  10.2998  14.6719  0.0022  0.0132  0.0119
O  2.3257  8.9874  13.3736  -0.0036  -0.0006  0.0085
O  8.0143  1.5135  15.9036  -0.0037  0.0037  0.0097
O  4.092  7.0077  12.8313  -0.0002  -0.006  0.012
O  4.1888  2.0102  18.7197  -0.0055  -0.0108  0.0005
O  7.319  4.4092  21.2589  -0.0118  -0.0044  -0.003
O  8.4288  2.9332  11.1264  -0.0116  -0.0031  -0.0153
O  1.1798  6.8652  17.3393  0.0042  -0.0026  -0.0035
O  5.6654  1.6253  14.7131  -0.0079  0.0216  0.0073
O  8.0949  9.763  11.5733  -0.0278  0.0117  0.0092
O  9.2221  6.2799  21.2374  0.0041  0.0106  -0.0026
O  8.9151  7.7275  12.8469  -0.0079  0.001  0.0229
O  1.6389  0.0924  11.7412  0.0013  -0.001  0.0168
O  6.6456  6.1185  17.0475  -0.0011  -0.0007  0.0029
O  7.3572  7.7986  15.026  -0.0055  0  0.0097
O  1.2119  10.3108  21.2278  -0.0026  -0.0134  0.0067
O  10.0499  8.2096  18.338  -0.0013  0.0066  -0.001
O  3.9636  0.8556  21.0796  0.0041  0.0092  0.0114
O  0.4073  5.4086  10.6897  -0.0098  0.0188  -0.0584
O  6.7034  1.5765  9.6783  0.0259  0.0234  0.0231
O  4.74  8.7174  14.6666  -0.0024  0.0011  0.0086

Results
free energy: -135249.957 eV
free energy less fixed offsets of B -154.04, O -568.88, Si -635.61 eV per atom: 3.803 eV

The program warned: the cutoff lies below the one the program advises for these potential files; the forces do not sum to zero within the program's tolerance; the exchange-correlation potential is rough where the density is thin.
